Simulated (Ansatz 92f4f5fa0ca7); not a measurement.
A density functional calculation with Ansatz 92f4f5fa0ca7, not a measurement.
Periodic cell of 223 atoms, Si132O90B1, from a study of silicon, its oxide and their interface. The atomic structure is a simulated model.
Doubt: the cutoff is far below the 930 eV that the study's wrapper takes by default for these files, so forces and energies are approximate.

Settings: functional PBE; potential files Ansatz PAW; basis plane waves; wave-function cutoff 580 eV; density cutoff ratio 5; exchange-correlation grid ratio 1; k mesh 1 x 1 x 1, Gamma-centred; self-consistency stop 5e-08 eV per atom in the density residual; occupations fixed; spin none; net charge -1 e, with a uniform compensating background and no finite-size correction.

Cell vectors (angstrom)
a  10.938  0  0
b  0  10.938  0
c  0  0  32.1988

Atoms and the computed forces on them: element, x, y, z (angstrom), force x, y, z (eV/angstrom)
Si  10.6275  0.155  24.6992  0.0718  -0.2226  0.4455
Si  5.7314  10.6874  24.7267  0.042  0.0306  0.2284
Si  2.4778  2.9321  24.6196  0.0177  0.0402  0.2179
Si  8.4517  2.441  24.7819  -0.0144  0.0476  0.2152
Si  0.2862  5.2131  24.7196  -0.0674  -0.0153  0.2683
Si  5.0935  5.8171  24.64  0.0186  -0.0161  0.226
Si  2.8151  8.0873  24.3956  0.0108  0.1298  0.6233
Si  7.9652  8.4625  24.6879  -0.0335  -0.121  0.2218
Si  1.3221  1.359  25.9674  -0.0892  -0.0178  -0.1302
Si  6.8556  1.3201  26.0952  0.0384  -0.0716  0.0131
Si  4.0417  4.1367  25.9606  -0.0527  0.0463  -0.018
Si  9.6027  4.0728  26.0314  0.074  -0.0285  -0.0413
Si  1.4065  6.8654  25.9647  0.0597  0.0587  -0.1371
Si  6.7598  6.8691  25.9731  -0.0293  0.1036  -0.0706
Si  4.0547  9.5347  25.9274  -0.0436  -0.1122  -0.1919
Si  9.4781  9.5876  26.1141  0.0746  0.1981  -0.1225
Si  2.7209  -0.0033  27.3037  0.0589  0.0621  -0.0588
Si  8.1701  -0.009  27.5262  -0.03  -0.0752  0.1393
Si  0.0096  2.7138  27.425  0.0481  0.0295  0.0698
Si  5.4456  2.7633  27.3314  -0.0184  -0.0044  -0.069
Si  2.7284  5.4959  27.3964  -0.0453  -0.0028  0.057
Si  8.1725  5.4761  27.3114  -0.0097  -0.0068  -0.0901
Si  -0.0074  8.1963  27.3384  -0.0527  -0.0822  0.0239
Si  5.4204  8.2131  27.391  -0.0032  0.0451  0.0194
Si  4.0779  1.3725  28.698  -0.0097  -0.0096  0.0705
Si  9.5889  1.3645  28.8282  -0.0578  0.0124  -0.1552
Si  1.3654  4.1158  28.7737  -0.0096  -0.058  -0.0964
Si  6.8279  4.1137  28.7101  0.0077  -0.0096  0.0691
Si  4.1011  6.8336  28.7835  0.0072  -0.0166  -0.0703
Si  9.5508  6.8244  28.7066  0.0255  0.0752  0.0494
Si  1.3689  9.573  28.7057  -0.0449  -0.0049  0.0518
Si  6.7724  9.5485  28.8264  0.094  0.0399  -0.1442
Si  0.0221  -0.0206  30.1437  0.0483  -0.0212  0.0089
Si  5.4252  0.0173  30.1313  -0.0363  0.0522  0.0182
Si  2.737  2.7326  30.1203  0.0062  0.0075  -0.0006
Si  8.1915  2.7549  30.1183  -0.0012  0.0031  0.0053
Si  -0.0245  5.4696  30.1116  -0.0349  0.0115  -0.0052
Si  5.4806  5.4639  30.1299  0.0108  -0.0022  0.011
Si  2.7204  8.2151  30.1125  -0.0035  0.0283  -0.0309
Si  8.1986  8.1811  30.1287  -0.0025  -0.0371  0.0128
Si  1.3802  1.3619  31.5128  0.0093  -0.0082  0.008
Si  6.8252  1.3798  31.4777  -0.0087  -0.003  -0.0082
Si  4.112  4.0931  31.4979  -0.0126  -0.0077  -0.0059
Si  9.5631  4.1042  31.4995  0.0017  0.0083  0.0217
Si  1.3506  6.8451  31.4658  -0.0134  0.0001  -0.0186
Si  6.8473  6.8187  31.5203  0.0157  0.0161  0.0158
Si  4.078  9.5761  31.5042  -0.006  -0.0002  0.0277
Si  9.5755  9.5518  31.4997  -0.0067  0.0017  -0.0104
Si  2.7396  -0.002  0.705  -0.013  0.0041  0.0092
Si  8.1946  0.0063  0.6438  0.0126  0.0113  -0.0369
Si  -0.0037  2.7347  0.6769  -0.0026  -0.0078  -0.0093
Si  5.4821  2.7303  0.6806  0.0004  0.0032  -0.0094
Si  2.729  5.4925  0.6357  0.0204  -0.0059  -0.0359
Si  8.2178  5.4535  0.7016  -0.0073  0.0091  0.007
Si  0.01  8.1857  0.6746  -0.0076  0.0078  -0.0098
Si  5.4665  8.2103  0.6742  -0.0004  -0.0052  -0.0202
Si  4.1325  1.3638  2.0629  0.0367  -0.022  -0.0137
Si  9.5565  1.3498  2.0376  0.0063  -0.0019  0.0024
Si  1.3786  4.135  2.0127  -0.0521  0.0225  -0.0342
Si  6.8483  4.0819  2.0675  0.0209  -0.039  0.0071
Si  4.099  6.8288  2.0385  0.0101  0.0253  0.0061
Si  9.5867  6.8347  2.0585  0.0148  -0.0187  -0.0137
Si  1.3764  9.541  2.0547  0.0468  -0.0294  -0.005
Si  6.8325  9.6005  2.0341  -0.0431  0.0226  -0.008
Si  -0.0184  -0.0442  3.3795  0.0702  0.121  0.0821
Si  5.4997  0.0102  3.4799  -0.0556  -0.0135  -0.1033
Si  2.7779  2.7992  3.3482  -0.0736  -0.1429  0.1357
Si  8.187  2.6816  3.4551  0.0717  0.0954  -0.0707
Si  0.0314  5.4754  3.4342  -0.0447  -0.0213  -0.0278
Si  5.473  5.4628  3.404  0.0278  0.0374  0.0317
Si  2.7726  8.2013  3.4524  -0.0531  -0.0017  -0.0773
Si  8.2028  8.2321  3.3688  0.0126  -0.0604  0.1001
Si  1.3927  1.3902  4.6288  -0.0063  0.0066  -0.107
Si  6.8476  1.3451  4.912  -0.0028  -0.0099  0.0735
Si  4.153  4.0831  4.8071  0.0196  0.0278  -0.0354
Si  9.5793  4.0776  4.7588  -0.0074  -0.0111  0.0127
Si  1.4162  6.8271  4.8227  0.0187  0.0242  0.0209
Si  6.8251  6.8851  4.7319  0.0034  0.0153  -0.0425
Si  4.1376  9.5731  4.8444  0.017  0.019  0.0693
Si  9.553  9.5478  4.7936  -0.0169  -0.0191  -0.0394
Si  2.746  0.1064  6.0633  0.0001  0.0452  -0.0407
Si  8.2088  -0.0625  6.2709  0.0008  -0.0169  0.0473
Si  0.0308  2.6717  6.0484  0.0161  -0.0273  -0.0255
Si  5.4769  2.7243  6.2934  -0.0171  -0.0069  0.0338
Si  2.8179  5.4757  6.1853  -0.0007  0.0022  0.0357
Si  8.1781  5.4745  6.0468  -0.0033  0.0047  -0.0321
Si  0.0139  8.1856  6.1561  -0.0101  -0.011  0.0214
Si  5.5287  8.2229  6.2421  0.0122  -0.0134  -0.0197
Si  3.8363  1.5716  7.6081  0.0051  -0.0116  -0.1271
Si  9.8419  1.1369  7.459  0.0051  0.0284  -0.1061
Si  1.6329  3.7988  7.3183  -0.0296  -0.0068  -0.119
Si  6.6544  4.4105  7.4884  -0.0027  0.0305  -0.0944
Si  4.4081  6.6312  7.5548  0.0117  -0.0042  -0.1189
Si  9.3703  6.945  7.4122  -0.0134  0.0055  -0.1253
Si  1.1431  9.915  7.3011  -0.0126  0.0038  -0.0911
Si  7.1623  9.2282  7.6813  -0.0069  -0.0066  -0.1403
O  8.3101  8.0819  7.914  0.0085  0.0094  0.0689
O  2.7182  2.7357  7.9627  0.0231  -0.0153  0.0566
O  9.5446  1.3297  24.2301  -0.1051  0.1149  -0.2801
O  3.9865  6.9277  24.0865  0.192  -0.2281  -0.2594
O  0.0327  0.0241  7.9653  0.0038  -0.0161  0.0527
O  5.5328  5.5103  8.0368  -0.0041  -0.0161  0.0621
O  6.8482  9.5837  24.1865  -0.0387  0.0511  -0.0971
O  1.3602  4.0719  24.1663  0.034  -0.0008  -0.1171
O  3.8619  7.3827  8.9439  -0.0409  0.0328  0.0984
O  0.8081  4.3701  8.607  -0.0266  0.0405  0.1024
O  9.8141  6.1727  8.8095  0.036  -0.0293  0.0944
O  2.1156  9.3782  8.5087  0.0148  -0.0234  0.0795
O  7.5058  3.9202  8.8172  0.0275  -0.0328  0.0812
O  4.2684  0.9202  9.0752  0.0363  -0.0108  0.1285
O  6.7435  9.5503  9.241  -0.009  0.0029  0.1459
O  9.209  1.8546  8.8038  -0.0468  0.0364  0.1097
O  7.6904  3.1603  23.5238  -0.0924  0.0716  -0.2084
O  10.5654  5.9444  23.4281  -0.0425  0.0498  -0.1599
O  5.1249  0.5053  23.4107  -0.061  0.0752  -0.1825
O  5.8283  5.1104  23.3541  0.0559  -0.0701  -0.2009
O  3.1326  2.2681  23.2551  0.0832  -0.0678  -0.1679
O  2.169  8.7831  23.0879  0.067  -0.0727  0.0503
O  8.6671  7.7984  23.3688  0.0832  -0.0659  -0.1852
O  0.2147  10.1599  23.5276  -0.0179  -0.0336  -0.063
Si  4.4115  1.6128  22.4543  0.0184  -0.0007  0.2837
Si  3.4881  7.9169  14.0475  -0.0047  -0.0166  0.0883
Si  7.126  0.95  14.6992  0.0191  -0.0125  0.094
B  0.8811  9.3629  22.4744  -0.0475  0.1756  0.487
Si  1.1787  4.3008  11.896  -0.0214  0.0128  -0.0142
Si  6.2592  8.9514  15.3436  0.0095  0.0121  0.1374
Si  0.6815  1.3577  12.3079  -0.0071  0.0083  0.0239
Si  8.6851  5.0119  20.5452  -0.023  0.0788  0.2594
Si  0.3261  5.7068  9.3718  -0.0133  -0.0144  -0.1216
Si  5.0759  3.0924  17.9576  -0.0038  0.008  0.1513
Si  0.8774  3.7219  16.7743  -0.0008  0.0174  0.1341
Si  10.3981  2.8093  19.288  0.0085  -0.0092  0.1672
Si  5.2799  1.1765  10.3559  -0.0215  -0.0118  -0.1077
Si  0.8495  0.1081  20.0093  -0.0017  -0.0582  0.2382
Si  6.6478  9.454  10.8802  0.0049  0.0148  -0.1046
Si  9.3333  9.6683  18.3729  0.0474  -0.0024  0.1658
Si  9.388  9.2439  12.6028  -0.004  0.0146  0.0411
Si  6.5767  3.8848  22.58  0.0242  0.0297  0.2691
Si  2.4403  8.0638  9.3901  0.0227  -0.0086  -0.1186
Si  10.5848  7.3615  17.0946  -0.0681  0.0144  0.1306
Si  2.5054  6.2825  16.5996  0.0322  0.0056  0.1449
Si  10.1768  4.4763  14.2089  0.0027  0.0019  0.0926
Si  6.1192  9.1679  18.539  -0.0313  -0.0242  0.1788
Si  7.9683  2.5642  9.5902  0.0281  -0.0036  -0.1276
Si  8.8816  2.128  12.469  -0.0087  0.0047  0.0141
Si  5.3363  6.2211  18.0856  0.0112  0.0342  0.1438
Si  3.8802  0.527  19.493  -0.001  -0.0018  0.2413
Si  4.2766  3.8322  12.062  0.0081  -0.0151  0.0098
Si  5.5435  6.5956  12.1525  -0.0007  0.0104  -0.0005
Si  8.0072  2.4858  17.2686  0.0128  0.0329  0.1217
Si  4.3602  2.4678  14.9767  0.0157  0.0114  0.1229
Si  1.5483  1.1976  15.2655  -0.0156  0.0024  0.0821
Si  1.5691  9.4042  12.0611  0.0112  -0.0187  -0.0056
Si  8.0497  6.841  13.8898  0.0028  0.0148  0.0751
Si  10.3775  9.8353  15.5204  -0.0418  -0.0315  0.1365
Si  9.9242  7.1478  22.5131  -0.0809  -0.005  0.2114
Si  8.1212  5.4766  17.4436  -0.0079  0.0175  0.1361
O  6.0453  7.9537  11.3039  -0.0065  -0.0176  0.0194
O  5.9977  9.1789  16.9191  0.0055  -0.0004  -0.1464
O  7.6941  1.3433  13.2263  0.0151  0.0104  -0.0363
O  0.9009  1.7373  13.876  -0.0077  0.0015  -0.0505
O  9.4351  6.2372  16.8813  0.0225  0.0058  -0.0482
O  6.762  6.1972  13.1492  -0.0148  -0.0073  -0.0228
O  5.1167  4.6347  18.6239  -0.0021  -0.0368  -0.0542
O  9.2054  2.1343  18.3378  -0.0474  -0.0094  -0.0912
O  2.3212  0.0627  19.1824  0.0839  0.0115  -0.1405
O  9.4248  10.2334  16.8085  0.0248  0.0151  -0.1198
O  2.7872  4.4286  11.7245  0.0034  -0.0045  0.0009
O  5.0326  10.2935  19.1212  0.0337  -0.0111  -0.0724
O  9.4301  3.2293  13.5044  -0.0069  -0.0141  -0.0249
O  0.4173  1.7204  20.036  -0.0195  0.0985  -0.0575
O  3.1627  1.3384  15.0601  -0.0003  -0.0069  -0.0293
O  8.195  5.4125  19.0547  -0.0302  -0.0074  -0.151
O  3.8942  6.581  17.403  -0.057  -0.0126  -0.0845
O  4.562  3.2697  16.3969  -0.0244  -0.024  -0.1074
O  9.0577  5.6492  14.3262  -0.0011  -0.0001  -0.0363
O  5.4716  2.7999  22.0919  -0.0264  -0.0246  -0.0904
O  10.6726  4.126  15.7037  -0.0205  -0.0017  -0.0753
O  0.3363  3.8121  18.3092  0.0474  0.022  -0.1112
O  10.3974  10.4805  19.2951  -0.0923  -0.0357  -0.0894
O  9.6343  10.0258  14.0596  -0.0131  -0.0047  -0.0641
O  10.9745  8.2531  22.0446  -0.045  -0.0856  -0.1272
O  1.2097  2.1495  16.5324  0.0056  -0.0433  -0.0363
O  9.7449  3.7674  20.4452  0.0402  -0.0469  -0.0775
O  8.1428  4.0147  16.7357  0.0021  -0.0219  -0.0373
O  -0.0446  9.0999  11.9357  0.0063  -0.0002  -0.0057
O  6.563  2.3951  18.0262  0.0082  -0.0152  -0.04
O  5.5813  10.7114  11.2032  -0.0025  -0.0019  0.028
O  7.7291  9.5778  18.8584  -0.0151  0.0012  -0.0399
O  10.0329  1.0114  12.0715  0.0048  0.0006  -0.0023
O  1.3155  6.9493  9.0742  -0.0013  -0.0012  0.0424
O  0.6214  4.7578  13.3653  0.014  -0.0027  -0.0268
O  5.6963  7.5988  19.0035  0.0076  -0.0059  -0.0775
O  5.2367  5.0792  11.533  -0.0047  -0.0016  0.0056
O  2.7134  6.9709  15.1335  0.0139  0.0297  -0.0834
O  0.912  2.736  11.4783  0.0023  -0.0025  -0.0023
O  0.8645  10.6737  15.5547  0.0209  0.0129  -0.0293
O  2.3973  8.5756  10.9258  -0.0073  0.0202  0.0473
O  4.6974  2.4263  11.2783  -0.0066  0.02  0.0243
O  4.2509  3.4987  13.6898  -0.003  0.0159  -0.0505
O  2.1855  4.6756  16.5183  -0.0135  -0.0096  -0.0307
O  10.6958  8.2451  15.7148  0.0142  0.0208  -0.0597
O  6.9238  10.2831  14.7067  0.0023  0.0143  -0.0287
O  2.3428  8.9412  13.4398  -0.008  0.0146  -0.0214
O  8.0337  1.5139  15.946  -0.0164  -0.0287  -0.0878
O  4.1267  6.9857  12.8701  0.01  -0.0118  -0.0209
O  4.1414  1.9706  18.7122  0.0191  0.0543  -0.0912
O  7.339  4.5084  21.3065  0.084  0.0418  -0.1617
O  8.4049  2.9056  11.1197  0.0071  0.0004  0.0405
O  1.1795  6.8699  17.3765  0.0084  -0.0247  -0.0586
O  5.665  1.5784  14.7719  -0.0101  0.0031  -0.0362
O  8.1282  9.7485  11.6145  0.0068  -0.002  0.0118
O  9.3025  6.344  21.2305  -0.0591  -0.0841  -0.1683
O  8.9608  7.7111  12.886  0.0044  0.0016  -0.0212
O  1.6562  0.11  11.8888  -0.0035  0.0006  -0.001
O  6.6481  6.1245  17.0897  0.0108  -0.0061  -0.0502
O  7.3892  7.7879  15.0615  0.0158  -0.0202  -0.0521
O  1.1719  10.282  21.3798  0.0312  0.0816  -0.3547
O  10.0064  8.18  18.3673  0.0198  -0.0217  -0.0553
O  3.9805  0.8649  21.0912  -0.0253  -0.0514  -0.2183
O  0.3383  5.3244  10.9396  0.0046  -0.0138  0.0495
O  6.6967  1.5628  9.6449  -0.0149  -0.0067  0.0411
O  4.7761  8.6958  14.6937  -0.0302  -0.0052  -0.0485

Results
free energy: -135249.203 eV
free energy less fixed offsets of B -154.04, O -568.88, Si -635.61 eV per atom: 4.557 eV

The program warned: the cutoff lies below the one the program advises for these potential files; the forces do not sum to zero within the program's tolerance; the exchange-correlation potential is rough where the density is thin.
